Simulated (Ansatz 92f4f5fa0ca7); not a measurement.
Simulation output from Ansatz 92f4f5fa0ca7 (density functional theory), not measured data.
Periodic cell of 225 atoms, Si132O91B2, from a study of silicon, its oxide and their interface. The atomic structure is a simulated model.

Settings
functional: PBE
potential files: Ansatz PAW
basis: plane waves
wave-function cutoff: 700 eV
density cutoff ratio: 5
exchange-correlation grid ratio: 1
k mesh: 2 x 2 x 1, shifted by 0.5 0.5 0.5 of a step
self-consistency stop: 5e-08 eV per atom in the density residual
occupations: fixed
spin: none
net charge: 0

Cell vectors (angstrom)
a  10.938  0  0
b  0  10.938  0
c  0  0  31.9494

Atoms: element, x, y, z (angstrom)
Si  10.604  0.0433  24.431
Si  5.0634  0.1774  24.6624
Si  2.791  2.3253  24.526
Si  8.5536  2.4807  24.5609
Si  10.6957  5.6299  24.3391
Si  5.1363  5.6528  24.4461
Si  2.9661  7.9926  24.3921
Si  8.4057  7.8721  24.4148
Si  1.2796  1.1586  25.8482
Si  6.8037  1.3682  25.7449
Si  3.9662  4.042  25.7242
Si  9.6781  4.0585  25.8498
Si  1.3284  6.8291  25.6722
Si  6.7923  6.7521  25.744
Si  3.9927  9.5014  25.9396
Si  9.4676  9.4741  25.8098
Si  2.6275  -0.1139  27.2868
Si  8.1213  -0.0406  27.1508
Si  0.0624  2.6818  27.2098
Si  5.4332  2.7498  27.1131
Si  2.6536  5.4402  27.1098
Si  8.1766  5.3933  27.1333
Si  -0.0045  8.1756  27.1349
Si  5.4972  8.167  27.1708
Si  4.0798  1.3416  28.4992
Si  9.5356  1.3401  28.5056
Si  1.3812  4.0808  28.5649
Si  6.8036  4.0737  28.5269
Si  4.0818  6.7924  28.4847
Si  9.5487  6.7953  28.4868
Si  1.293  9.4913  28.6243
Si  6.8149  9.546  28.563
Si  -0.0338  0.0026  29.9149
Si  5.4568  0.0024  29.897
Si  2.7584  2.7212  29.9036
Si  8.1937  2.7252  29.888
Si  -0.0081  5.4624  29.8917
Si  5.4591  5.4626  29.8887
Si  2.7501  8.1647  29.9057
Si  8.2184  8.187  29.8898
Si  1.3673  1.3673  31.2657
Si  6.8362  1.3673  31.2657
Si  4.1018  4.1018  31.2657
Si  9.5708  4.1018  31.2657
Si  1.3673  6.8362  31.2657
Si  6.8362  6.8362  31.2657
Si  4.1018  9.5708  31.2657
Si  9.5708  9.5708  31.2657
Si  2.7345  0  0.6835
Si  8.2035  0  0.6835
Si  0  2.7345  0.6835
Si  5.469  2.7345  0.6835
Si  2.7345  5.469  0.6835
Si  8.2035  5.469  0.6835
Si  0  8.2035  0.6835
Si  5.469  8.2035  0.6835
Si  4.1149  1.3579  2.0629
Si  9.6074  1.3376  2.0441
Si  1.3672  4.1214  2.057
Si  6.8409  4.1167  2.0373
Si  4.096  6.8387  2.0458
Si  9.5994  6.8218  2.0635
Si  1.3647  9.5959  2.0537
Si  6.8459  9.592  2.0484
Si  0.044  0.0224  3.4813
Si  5.4935  0.0032  3.4528
Si  2.7273  2.7392  3.397
Si  8.2708  2.765  3.3379
Si  0.0627  5.5106  3.483
Si  5.4935  5.5026  3.4099
Si  2.7363  8.2334  3.3939
Si  8.2871  8.2769  3.3797
Si  1.403  1.4214  4.8583
Si  6.9428  1.4264  4.7062
Si  4.0727  4.1264  4.7323
Si  9.6409  4.0556  4.7652
Si  1.4037  6.9672  4.87
Si  6.887  6.9599  4.6906
Si  4.1052  9.5312  4.7974
Si  9.6603  9.5608  4.8657
Si  2.7638  -0.0161  6.1673
Si  8.3087  0.0845  6.1062
Si  0.0634  2.7971  6.3012
Si  5.5259  2.7743  6.0162
Si  2.8719  5.645  6.1469
Si  8.3055  5.5749  5.9367
Si  0.0866  8.3009  6.4299
Si  5.4826  8.1901  6.1947
Si  4.4392  1.141  7.3055
Si  9.8363  1.149  7.6418
Si  1.2386  4.5341  7.4816
Si  6.674  4.4704  7.1496
B  4.6467  6.4444  6.9119
Si  9.7358  6.6047  7.5199
Si  1.3303  9.9311  7.8245
Si  6.7076  9.8927  7.3855
O  9.5677  1.2813  23.9804
O  4.0835  6.8401  23.9336
O  3.9897  1.2809  24.023
O  9.5259  6.7427  23.8943
O  0.006  5.5436  8.0033
O  5.5728  0.0694  7.8844
O  0.0997  0.0988  8.2092
O  5.482  5.5932  7.5649
O  7.4685  3.9863  8.4866
O  8.6995  7.0083  8.7744
O  2.2565  9.4355  9.1504
O  8.8813  1.7256  8.9031
O  7.6256  9.4436  8.6836
O  3.6356  1.8044  8.576
O  2.0822  4.0088  8.8044
O  8.1241  3.5319  23.3527
O  0.4403  4.9784  22.9561
O  1.8355  2.7527  23.2507
O  5.8089  4.947  23.1131
O  5.5341  10.0604  23.497
O  2.4076  8.7208  23.0053
O  0.1567  10.1059  23.0983
O  7.7843  8.6285  23.0729
Si  8.5793  7.7577  18.4105
Si  8.62  6.3537  13.6775
Si  3.6507  1.5651  14.7378
Si  2.0211  5.8056  17.6628
Si  2.3868  3.1978  19.5018
Si  9.6102  9.0218  12.1612
Si  1.2842  9.4632  22.0789
Si  8.9985  0.9818  13.181
Si  1.4187  5.1997  12.9087
Si  1.6738  8.4636  12.8556
Si  6.6534  9.6115  22.4224
Si  4.3812  4.6253  15.7216
Si  8.1557  3.0316  9.591
Si  0.7559  8.3121  19.2668
Si  6.9316  1.4002  21.0728
Si  8.1335  8.2615  9.6799
Si  10.846  5.2836  15.5842
Si  7.4159  9.5023  16.2714
Si  9.8916  2.1498  20.2491
B  3.0094  9.1352  10.3004
Si  6.6212  3.4372  17.4029
Si  1.1167  0.2707  19.8076
Si  3.1558  2.8337  12.2657
Si  7.1648  5.4543  19.6872
Si  5.5292  8.6021  11.4711
Si  5.6495  6.0362  13.2067
Si  4.518  9.7498  17.6596
Si  0.9955  3.6413  22.1736
Si  4.869  1.5429  18.7951
Si  3.2028  3.0619  9.4928
Si  6.2593  10.789  13.7251
Si  10.177  0.1449  15.9692
Si  5.6217  3.6207  11.1674
Si  9.7379  3.9305  11.9269
Si  2.1857  9.9843  15.6353
Si  6.0138  8.1818  19.8086
Si  6.9163  4.015  22.3715
Si  9.6977  2.8492  17.311
O  7.0332  6.3237  14.0359
O  1.8043  7.1199  18.7087
O  10.3657  3.9564  16.352
O  6.0242  9.9548  17.0199
O  9.9653  0.7282  14.4641
O  8.3846  6.1771  18.8462
O  4.9894  0.6613  14.3928
O  5.7247  2.086  17.524
O  8.3056  2.0194  20.5004
O  1.9109  4.3588  18.4427
O  6.9313  2.7639  10.6677
O  4.7925  2.6829  12.217
O  5.8808  4.4618  16.3729
O  4.5611  3.9075  9.9238
O  10.6532  2.8689  21.5049
O  9.607  6.1719  14.9827
O  5.9555  6.5461  19.8508
O  4.0233  0.2451  18.2891
O  9.096  10.5698  12.2544
O  2.796  4.4034  12.5725
O  1.8572  10.7512  21.2126
O  3.9661  2.7979  19.3437
O  0.5651  10.089  16.0068
O  1.2123  9.8632  18.842
O  1.6826  1.7207  19.283
O  8.7585  10.4242  16.4645
O  4.7785  8.6464  18.8408
O  9.4379  8.6778  10.5746
O  6.6734  4.1535  18.8608
O  2.7023  1.8008  13.4148
O  5.8094  8.8229  21.2804
O  2.5167  2.4128  10.8321
O  7.5851  4.9022  21.1662
O  5.061  7.416  12.5187
O  0.1696  9.0307  12.7448
O  7.39  1.0365  13.5121
O  6.9375  9.6245  14.698
O  8.8618  5.0512  12.7202
O  7.9862  8.058  16.879
O  6.1978  2.6149  21.8988
O  2.3082  9.1034  14.2349
O  0.3187  4.5312  11.8998
O  0.7302  8.3768  20.9371
O  9.3108  3.8736  10.3611
O  9.5119  2.4106  12.5407
O  7.5423  8.63  19.3547
O  2.4108  9.0208  11.5268
O  3.8697  3.0666  15.4091
O  0.9333  4.8212  14.4113
O  10.0039  3.0913  18.9015
O  8.8673  7.8232  13.0018
O  10.4672  0.623  20.0574
O  5.9702  5.002  11.9623
O  8.1035  2.948  16.9511
O  3.3836  5.5271  16.7148
O  4.3913  8.9308  10.2877
O  1.6525  6.8164  12.8009
O  4.5935  5.4751  14.3309
O  2.0598  3.8879  20.9512
O  10.3847  1.4112  16.969
O  0.7745  6.1405  16.6566
O  7.3427  10.9984  21.9024
O  5.8836  0.9598  19.9225
O  5.8353  9.9781  12.3434
O  2.6896  0.6059  15.6304
O  6.8541  8.0008  10.6853
O  10.162  8.0976  18.6696
O  3.2843  9.2608  16.6653

Results
free energy: -135996.700 eV
free energy less fixed offsets of B -155.45, O -569.03, Si -635.61 eV per atom: -3.550 eV

Forces (eV/angstrom), in the order of the atoms: element, x, y, z
Si  -0.0094  0.0023  -0.0285
Si  -0.0227  -0.011  -0.0188
Si  0.0083  -0.0072  -0.027
Si  0.0145  0.01  -0.0161
Si  -0.0119  -0.0118  -0.0298
Si  -0.003  -0.0022  -0.0253
Si  0.0183  0.0058  -0.0312
Si  0.0071  0.0076  -0.034
Si  -0.0192  -0.0057  -0.0119
Si  0.0013  -0.0134  0.0026
Si  0.0112  -0.0067  -0.0112
Si  0.0106  0.0181  -0.0058
Si  0.0018  -0.0127  0.0217
Si  0.0082  0.0209  0.0159
Si  -0.0355  0.0005  -0.0238
Si  0.0136  0.0013  0.0042
Si  0  0.0148  0.0045
Si  0.0077  0.0031  -0.0076
Si  -0.0132  0.004  -0.0032
Si  0.0021  -0.0015  -0.0034
Si  0.0046  0.0002  0.0033
Si  0.0025  0.0222  -0.0076
Si  0.0201  -0.0015  -0.0045
Si  0.0027  -0.0117  -0.0096
Si  0.0088  0.0176  -0.0255
Si  -0.0103  -0.0128  -0.015
Si  0.0059  -0.0003  -0.0187
Si  -0.007  -0.0074  -0.0135
Si  -0.0132  -0.0099  -0.0113
Si  0.0019  0.0016  -0.0023
Si  -0.0194  -0.0183  -0.0136
Si  -0.004  -0.0018  -0.0111
Si  -0.0061  0.0095  -0.0087
Si  -0.0085  0.0051  0.003
Si  0.0058  -0.0048  0.0022
Si  0.0056  -0.0048  0.0049
Si  -0.0123  0.0125  -0.0022
Si  -0.0029  0.007  0.0057
Si  0.0095  -0.0074  -0.0053
Si  0.0101  -0.0048  0.0005
Si  0.0605  0.0633  -0.0578
Si  0.0101  0.0055  -0.0146
Si  0.0562  -0.0407  0.0701
Si  -0.1067  -0.0823  -0.0728
Si  0.0084  -0.1355  0.0429
Si  0.0093  -0.0031  -0.1071
Si  -0.0439  -0.029  -0.0197
Si  -0.2001  -0.1171  0.1381
Si  0.0244  0.0181  -0.0081
Si  0.0024  0.0209  -0.1018
Si  0.0839  0.0639  0.0227
Si  0.0165  0.0156  0.0537
Si  -0.0226  -0.0553  -0.0608
Si  0.0775  0.0842  -0.0311
Si  0.0793  0.0645  0.0627
Si  0.0842  0.0676  0.0622
Si  0.0018  -0.0082  -0.0024
Si  0.0033  -0.0073  0.0006
Si  -0.0067  0.0131  -0.001
Si  -0.009  0.0064  0.0058
Si  0.0025  -0.0088  0.003
Si  0.0052  -0.0076  -0.0058
Si  -0.0028  0.0053  -0.0024
Si  -0.0079  0.0026  0.0028
Si  -0.0003  0.0084  0.0013
Si  -0.0019  -0.002  0.0264
Si  -0.0018  -0.0003  0.017
Si  0.0109  0.0098  0.0091
Si  0.022  0.0166  0.0157
Si  -0.0016  0.0044  0.0154
Si  -0.0032  -0.0004  0.007
Si  0.0147  0.0176  0.0235
Si  -0.015  0.007  0.0029
Si  0.0015  -0.0083  0.0168
Si  -0.014  0.0216  0.0169
Si  0.0062  -0.0174  0.0081
Si  -0.0111  -0.0048  -0.0081
Si  -0.027  0.0125  0.0176
Si  0.0078  -0.0018  0.0005
Si  0.0127  -0.023  -0.0043
Si  0.0013  -0.0172  0.0156
Si  0.0104  0.0191  0.0126
Si  -0.0165  -0.0171  -0.0161
Si  -0.0068  -0.022  -0.005
Si  0.0334  0.0092  0.028
Si  -0.0074  0.0105  0.025
Si  0.0058  0.004  -0.0177
Si  -0.0087  -0.0221  -0.0098
Si  -0.0083  -0.0082  0.0181
Si  -0.0177  -0.0212  0.0248
Si  0.0059  0.0319  0.0146
Si  0.0097  0.0245  -0.0074
B  0.0306  -0.0597  0.0168
Si  -0.0261  -0.0342  0.0123
Si  0.0142  0.0127  0.0249
Si  -0.0119  0.0146  0.0163
O  0.0081  -0.0063  -0.0283
O  -0.0088  0.0133  -0.0256
O  -0.0076  -0.0001  -0.0271
O  0.0042  0.0006  -0.0193
O  0.0009  0.0042  0.033
O  0.0077  0.001  0.0347
O  0.0095  -0.0062  0.0156
O  -0.0266  0.0343  0.0358
O  -0.0005  -0.0209  0.0297
O  0.0213  0.0213  -0.0028
O  -0.0282  0.0115  -0.0171
O  0.0224  0.021  -0.0173
O  -0.0228  -0.0298  0.0126
O  0.0181  0.0217  0.0127
O  -0.006  -0.0098  -0.0102
O  -0.027  -0.026  -0.0174
O  -0.0178  -0.0072  0.0138
O  0.0108  0.0189  -0.0037
O  0.0064  0.0057  0.0043
O  0.0307  0.0276  -0.014
O  -0.0108  -0.0179  0.0141
O  0.0171  0.018  0.0071
O  -0.007  -0.0132  0.0085
Si  -0.0006  -0.0009  -0.0028
Si  -0.0077  -0.0009  0.0153
Si  -0.0058  -0.0018  0.0018
Si  0.0016  0.0034  -0.008
Si  0.0058  0.0079  0.0051
Si  0.0009  -0.0046  -0.0039
Si  -0.003  0.0055  -0.0017
Si  0.0005  0.0001  0.0012
Si  0.0024  -0.0009  -0.0019
Si  -0.0003  0.0028  0.0049
Si  -0.009  0.0143  0.0093
Si  -0.0015  0.0041  -0.0015
Si  -0.0117  0.0096  -0.0145
Si  -0.0048  -0.0029  0.0006
Si  -0.004  0.0004  0.0092
Si  0.0001  0.0026  -0.0136
Si  0.0002  0.0036  0.0018
Si  0  -0.0048  -0.0032
Si  -0.0033  0.0009  0.0019
B  0.0051  0.0013  -0.0037
Si  -0.0009  -0.0006  -0.0035
Si  -0.0066  -0.0031  0.007
Si  -0.0014  -0.0032  -0.0033
Si  0.0026  -0.0017  0.0055
Si  -0.0022  0.0006  -0.0049
Si  -0.0027  0.0021  0.0009
Si  -0.0093  -0.0001  0.0063
Si  0.0056  -0.0044  0.0058
Si  0.0009  -0.0002  0.0019
Si  0.0099  -0.0028  -0.0126
Si  -0.0022  -0.0001  -0.0013
Si  0.0047  0.0094  -0.003
Si  -0.0039  -0.0012  -0.0053
Si  0.0025  0.002  -0.0102
Si  0.0033  -0.0009  -0.0047
Si  -0.0086  0.0026  0.0074
Si  -0.0002  -0.0099  0.0068
Si  0.0015  -0.0004  0.001
O  -0.0121  -0.0101  -0.0184
O  -0.0103  0.01  0.0081
O  0.0009  0.005  0.0027
O  0.0004  -0.0034  0.0044
O  -0.0168  -0.0091  0.0093
O  -0.0302  0.0201  0.0102
O  -0.007  -0.0071  -0.006
O  0.0003  0.0122  0.0251
O  -0.003  -0.0037  0.0025
O  -0.0044  -0.0008  0.0143
O  -0.0028  0.0186  0.007
O  -0.0134  0.0249  -0.0262
O  -0.0173  -0.0161  0.0066
O  -0.0112  -0.0291  0.0245
O  0.0068  -0.001  -0.0153
O  0.0064  -0.0147  -0.0177
O  0.0306  0.0087  -0.0069
O  0.023  -0.019  -0.0059
O  0.013  0.0095  0.0196
O  -0.0085  -0.0161  0.0006
O  -0.0326  -0.0184  -0.0128
O  0.0012  -0.0081  -0.0053
O  -0.0107  0.0054  -0.0031
O  -0.0016  -0.0061  0.027
O  -0.0038  0.0073  -0.0017
O  -0.0026  0.0044  -0.0156
O  0.0052  0.0109  0.0033
O  -0.0213  -0.0031  0.0123
O  0.0073  0.0045  -0.0165
O  0.0183  0.0188  -0.006
O  0.0213  -0.006  -0.0139
O  0.0304  0.0298  0.0119
O  -0.0208  -0.0001  -0.0017
O  0.0229  -0.001  -0.0058
O  0.0057  -0.0117  -0.0035
O  0.0031  -0.0166  0.009
O  0.005  0.0249  -0.012
O  0.0222  -0.0017  0.001
O  -0.0058  0.0018  0.0173
O  0.0188  0.0089  -0.0106
O  -0.0123  0.0037  -0.0051
O  -0.0001  0.004  0.0148
O  0.0153  0.0232  -0.0095
O  -0.0227  -0.0203  0.0164
O  -0.0234  0.0057  -0.006
O  -0.0041  -0.0304  -0.0064
O  0.0016  -0.0082  0.0177
O  -0.0014  0.0042  -0.0129
O  -0.0086  0.0214  -0.0106
O  -0.0037  -0.0105  -0.0066
O  -0.0002  -0.0033  -0.0178
O  0.0089  0.0136  0.002
O  -0.0158  -0.002  0.0103
O  -0.003  0.0046  0.0217
O  0.0018  -0.0042  -0.0095
O  0.0113  -0.0064  0.0219
O  -0.0066  0.0008  0.0039
O  0.0087  -0.0073  0.0051
O  -0.014  -0.0167  -0.0087
O  -0.0092  0.0028  -0.0093
O  0.0018  -0.0207  -0.0119
O  -0.0143  -0.0096  -0.0114
O  0.0026  0.0181  -0.0058
O  -0.0045  -0.0165  0.0085
O  0.0069  -0.0011  -0.0038
O  -0.0066  0.0189  0.0088
O  0.0082  -0.0018  0.0128
O  0.008  0.0147  0.002

The program warned: the cutoff lies below the one the program advises for these potential files; the exchange-correlation potential is rough where the density is thin.
